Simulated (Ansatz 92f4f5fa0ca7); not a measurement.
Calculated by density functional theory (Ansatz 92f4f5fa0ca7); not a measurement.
Periodic cell of 223 atoms, Si133O90, from a study of silicon, its oxide and their interface. The atomic structure is a simulated model.
Doubt: the cutoff is far below the 930 eV that the study's wrapper takes by default for these files, so forces and energies are approximate.
This geometry differs little from another in the collection (a relaxation step or a small displacement).

Settings: functional PBE; potential files Ansatz PAW; basis plane waves; wave-function cutoff 580 eV; density cutoff ratio 5; exchange-correlation grid ratio 1; k mesh 1 x 1 x 1, Gamma-centred; self-consistency stop 5e-08 eV per atom in the density residual; occupations fixed; spin none; net charge 0.

Cell vectors (angstrom)
a 10.938 0 0
b 0 10.938 0
c 0 0 32.16

Atoms: element, x, y, z (angstrom)
Si 0.1475 -0.2548 24.8056
Si 5.2501 0.0787 24.8213
Si 3.1396 2.4504 24.6837
Si 7.8551 2.9241 24.6228
Si -0.3027 5.5664 24.4856
Si 5.8296 5.3868 24.5067
Si 2.3319 8.4228 24.7274
Si 8.5778 7.9366 24.8866
Si 1.4016 1.3945 25.948
Si 6.8135 1.3401 26.0414
Si 4.1953 4.1818 25.877
Si 9.5239 4.0324 25.9095
Si 1.2862 6.7165 25.9364
Si 6.895 6.8076 26.0489
Si 4.0134 9.4771 26.0491
Si 9.6591 9.5123 26.2131
Si 2.7173 0.0055 27.3867
Si 8.2126 -0.0048 27.4008
Si 0.0033 2.7322 27.3234
Si 5.4629 2.7673 27.3674
Si 2.7563 5.4475 27.3072
Si 8.2403 5.419 27.3848
Si 0.0713 8.1064 27.4516
Si 5.4739 8.1738 27.3722
Si 4.1018 1.3673 28.7418
Si 9.5708 1.3673 28.7418
Si 1.3673 4.1018 28.7418
Si 6.8362 4.1018 28.7418
Si 4.1018 6.8362 28.7418
Si 9.5708 6.8362 28.7418
Si 1.3673 9.5708 28.7418
Si 6.8362 9.5708 28.7418
Si 0 0 30.109
Si 5.469 0 30.109
Si 2.7345 2.7345 30.109
Si 8.2035 2.7345 30.109
Si 0 5.469 30.109
Si 5.469 5.469 30.109
Si 2.7345 8.2035 30.109
Si 8.2035 8.2035 30.109
Si 1.3673 1.3673 31.4763
Si 6.8362 1.3673 31.4763
Si 4.1018 4.1018 31.4763
Si 9.5708 4.1018 31.4763
Si 1.3673 6.8362 31.4763
Si 6.8362 6.8362 31.4763
Si 4.1018 9.5708 31.4763
Si 9.5708 9.5708 31.4763
Si 2.7345 0 0.6835
Si 8.2035 0 0.6835
Si 0 2.7345 0.6835
Si 5.469 2.7345 0.6835
Si 2.7345 5.469 0.6835
Si 8.2035 5.469 0.6835
Si 0 8.2035 0.6835
Si 5.469 8.2035 0.6835
Si 4.1018 1.3673 2.0507
Si 9.5708 1.3673 2.0507
Si 1.3673 4.1018 2.0507
Si 6.8362 4.1018 2.0507
Si 4.1018 6.8362 2.0507
Si 9.5708 6.8362 2.0507
Si 1.3673 9.5708 2.0507
Si 6.8362 9.5708 2.0507
Si 0 0 3.418
Si 5.469 0 3.418
Si 2.7345 2.7345 3.418
Si 8.2035 2.7345 3.418
Si 0 5.469 3.418
Si 5.469 5.469 3.418
Si 2.7345 8.2035 3.418
Si 8.2035 8.2035 3.418
Si 1.3189 1.4886 4.9211
Si 6.8376 1.3578 4.8584
Si 4.0862 4.1068 4.7169
Si 9.532 4.0883 4.7836
Si 1.4448 6.8045 4.7806
Si 6.7879 6.8582 4.7191
Si 4.0678 9.6281 4.8767
Si 9.5634 9.6098 4.6603
Si 2.7193 0.1671 6.3593
Si 8.2613 -0.12 6.1601
Si -0.0721 2.9584 6.3962
Si 5.3953 2.7685 6.1653
Si 2.5037 5.1237 6.0775
Si 8.1105 5.4495 6.0485
Si 0.019 8.3344 5.9669
Si 5.4016 8.1004 6.1583
Si 3.9972 1.6968 7.7782
Si 9.7004 1.1959 7.5826
Si -0.1086 4.5498 8.2344
Si 6.5442 4.3364 7.4607
Si 4.1531 6.3265 7.2251
Si 9.4713 6.9959 7.118
Si 1.0826 9.8272 7.5069
Si 7.226 9.0657 7.3947
O 9.5781 6.809 24.1882
O 4.1826 1.2254 24.3363
O 8.389 7.9924 7.908
O 3.1737 2.6356 8.8911
O 6.8382 4.1307 24.1
O 2.8664 7.736 23.34
O 5.3873 5.4282 7.8937
O 0.1441 0.137 8.5283
O 7.0803 3.6864 8.8904
O 6.7367 9.7575 8.7991
O 10.5777 6.174 8.0298
O 1.5357 8.8734 8.7684
O 5.0672 0.8876 8.7584
O 1.2875 4.4958 9.0559
O 8.8305 1.6655 8.9046
O 3.3355 6.8962 8.5378
O 7.9937 8.7875 23.6355
O 8.3471 2.1959 23.2277
O 5.5073 6.2791 23.1313
O 2.8421 2.999 23.1575
O 12.1971 -1.3472 24.2459
O 0.0683 4.8898 22.9993
O 4.0684 7.403 21.1078
O 11.0073 21.0608 20.7244
Si 5.4217 4.8676 16.6337
Si 0.5801 8.7817 19.9912
Si 6.0812 9.3398 12.0757
Si 13.3954 4.8991 12.6275
Si 8.7017 3.0135 12.7674
Si 9.9168 0.0503 12.6831
Si 2.0395 3.3181 9.8525
Si 2.6204 -3.7192 21.8213
Si 17.7419 7.0551 15.444
Si 7.1226 11.1455 18.5749
Si 8.434 3.1324 9.598
Si 3.5127 13.122 13.9673
Si 5.8546 0.4962 14.2741
Si 7.0164 5.9884 19.1872
Si 0.837 4.7908 21.5339
Si 13.7123 -0.9602 18.1496
Si 3.3702 2.8409 17.0169
Si 5.3123 10.3248 9.3058
Si 9.5529 6.5801 16.4475
Si 16.5057 7.0592 21.6747
Si 9.8393 4.8149 18.9959
Si 1.911 -0.3185 12.6621
Si 5.2465 20.5487 16.513
Si 8.4788 8.1429 12.8763
Si 11.4562 0.5464 10.2096
Si 7.0285 9.6071 22.6487
Si 11.3504 11.6908 20.8097
Si -0.5835 -5.2112 13.4574
Si 4.4696 1.1857 19.5186
Si 2.9876 8.2908 9.2421
Si 1.0382 1.3588 17.7474
Si 3.4118 7.9172 12.3601
Si 2.5408 2.3269 21.706
Si 7.3489 2.7522 15.3156
Si 8.8491 8.4649 18.5104
Si 9.0711 0.9209 22.5269
Si 9.288 2.2346 17.4608
O 6.2142 8.3442 16.2281
O 5.0475 1.7465 13.5787
O 13.1381 5.6601 21.7205
O 6.535 10.4696 13.159
O 2.5478 9.1554 13.0674
O 1.6719 0.9418 21.8471
O 2.9641 8.012 10.8151
O 3.5866 -0.1926 19.3529
O 10.3404 -4.713 15.0434
O 9.6125 -3.9702 12.6223
O 3.869 4.394 16.8564
O 8.2486 9.9616 18.8189
O 9.4411 8.1616 16.9713
O 14.3833 2.0612 15.5851
O 7.5073 7.613 14.0867
O 11.8912 5.4302 12.9999
O 4.9758 8.2777 12.6346
O 6.2525 6.0454 20.6134
O 9.9699 14.2015 18.5226
O 5.5609 5.9794 15.4197
O 7.6007 7.4624 18.8081
O 1.6437 8.9797 18.7629
O 12.3802 3.3538 21.0575
O 8.2219 2.9911 11.2066
O 10.1212 -2.8291 19.4823
O -0.1619 -5.7532 20.2861
O 6.0906 10.6101 17.4541
O 3.278 6.3287 12.7679
O 6.0636 0.7713 19.731
O 10.2075 5.7283 17.6767
O 1.7445 -0.2276 10.991
O 8.2698 4.9801 19.3858
O 6.199 14.4552 16.1546
O 11.8321 1.241 19.3512
O 7.452 14.2341 13.7788
O 4.8902 10.4459 15.155
O 9.6762 4.2831 13.0907
O 8.7727 2.9652 16.0928
O 7.9783 6.1851 16.1983
O 4.2881 2.0986 18.1618
O 4.0792 9.4075 8.7722
O 5.3738 -0.703 10.9175
O 9.9623 12.4231 21.2752
O 1.7893 2.7829 17.4359
O 10.1283 0.2509 23.5709
O 6.3837 8.4893 21.6498
O 2.5765 4.101 11.1857
O -1.6283 1.512 13.129
O 2.6641 11.9701 13.1725
O -0.4279 23.1025 17.0458
O 7.9706 10.7688 21.9735
O 7.0145 1.1511 15.2172
O 1.9839 0.1318 17.2166
O 9.6471 4.1462 9.2968
O 14.7827 9.1543 17.2235
O 0.4465 -0.1642 13.3467
O 10.0994 0.1692 11.0316
O 7.4111 -2.479 11.6539
O 0.9191 2.1283 10.1943
O 3.8865 2.0386 20.8057
O 16.7463 10.3336 23.4347
O 1.3607 7.9558 21.1305
O 5.9698 5.4522 18.0555
O 13.9998 3.7299 13.6248
O 8.0065 1.4935 18.125
O 9.1571 -1.3215 13.143

Results
free energy: -135732.441 eV
free energy less fixed offsets of O -568.88, Si -635.61 eV per atom: 2.889 eV

Forces (eV/angstrom), in the order of the atoms: element, x, y, z
Si -0.0003 -0.002 0.0019
Si -0.0026 -0.0009 0.0037
Si 0.0006 -0.0016 0.0036
Si -0.0021 0.0014 0.0032
Si -0.0019 0.0018 0.0045
Si -0.0001 -0.0036 0.0006
Si -0.0028 -0.0011 0.0062
Si -0.0004 -0.0019 -0.0041
Si -0.0014 -0.0004 0.0004
Si -0.0008 -0.0003 -0.0003
Si -0.0012 0.0002 0.0008
Si -0.0011 0 0.0002
Si -0.0013 -0.0007 0.0004
Si -0.0018 -0.0013 0.0006
Si -0.0007 -0.0004 -0.0011
Si 0 0 0.0005
Si 0.0008 0.0009 -0.0003
Si 0.001 0.0006 0.0009
Si 0.002 0.0016 0.0002
Si 0.0006 0.0008 0
Si 0.0017 0.0009 0
Si 0.0017 0.001 -0.0003
Si -0.001 -0.0002 0
Si 0.0007 0.0008 0.0005
Si -0.0526 0.1735 -0.0473
Si 0.1469 0.133 -0.0668
Si 0.0775 0.0135 -0.413
Si 0.0929 -0.1063 0.1583
Si -0.1121 -0.2007 -0.1633
Si -0.0429 -0.3615 0.3914
Si 0.2191 -0.12 0.3236
Si -0.1479 -0.0195 -0.007
Si -0.0459 -0.0501 -0.0108
Si 0.004 -0.0016 -0.0214
Si -0.0301 -0.0542 -0.0252
Si -0.0323 0.0513 0.0092
Si -0.0964 0.0327 0.021
Si -0.0189 -0.0076 -0.0234
Si 0.0569 0.1335 0.0146
Si -0.0111 -0.0629 -0.0302
Si 0.0356 0.0252 0.0076
Si 0.0247 -0.0333 -0.0227
Si 0.0156 0.0075 -0.0107
Si 0.0903 -0.015 -0.0182
Si 0.0299 -0.0332 -0.0365
Si -0.0219 0.0224 -0.0032
Si -0.0117 -0.0616 -0.0156
Si -0.0281 -0.0048 -0.009
Si 0.0759 -0.1062 -0.0282
Si -0.027 0.0036 0.0321
Si -0.1299 0.0711 -0.0012
Si -0.0053 0.0114 0.0349
Si -0.043 0.0581 0.0234
Si 0.0482 -0.0421 -0.0371
Si -0.0509 0.004 0.0214
Si -0.0365 0.0217 0.0006
Si -0.1576 -0.0682 0.0188
Si 0.0823 -0.0161 -0.0146
Si 0.0151 -0.0723 0.0278
Si -0.0577 0.1018 -0.0157
Si 0.1347 0.037 0.0032
Si -0.0626 -0.0637 -0.007
Si 0.1742 0.0967 0.0337
Si 0.0048 -0.1258 0.0052
Si 0.385 0.8836 -0.095
Si -0.0325 0.0105 0.5144
Si -0.0996 -0.1848 -0.0391
Si -0.1582 -0.3228 0.1337
Si -0.0471 0.1636 0.2485
Si -0.0215 -0.1349 -0.5721
Si 0.1464 0.3306 0.2154
Si -0.1617 -0.0507 -0.5335
Si -0.0137 -0.0067 0.0198
Si 0.003 -0.0049 -0.0009
Si -0.0252 0.0327 0.0171
Si -0.011 0.0117 -0.0094
Si 0.0097 0.0056 -0.0092
Si -0.0053 -0.0125 0.002
Si -0.0005 -0.0031 -0.0017
Si 0.0184 0.01 0.0069
Si -0.0045 0.0032 -0.0009
Si 0.0121 0.0103 0.0006
Si 0.0655 -0.011 -0.0452
Si 0.0063 -0.0032 0.007
Si 0.0127 -0.0249 -0.0338
Si -0.0085 0.0173 -0.0095
Si -0.0187 0.0024 -0.0177
Si 0.0122 0.0022 0.0043
Si 0.0096 -0.015 -0.0156
Si -0.0249 -0.0433 -0.0451
Si -0.018 0.3854 -0.2938
Si -0.0306 0.0137 -0.0448
Si -0.0115 0.0105 -0.0154
Si -0.0135 0.0549 -0.0292
Si 0.0124 -0.0062 -0.0089
Si 0.0059 -0.0165 -0.0293
O -0.0008 0.0005 0.0029
O -0.0009 -0.0003 0.0013
O -0.018 0.0032 -0.0019
O -0.0086 0.0139 0.0079
O -0.001 0.0009 0.0012
O 0 -0.0013 -0.0048
O 0.0218 -0.0056 0.0141
O -0.0138 -0.0008 0.0005
O 0.0022 -0.0106 0.0358
O -0.0202 0.0262 0.0386
O 0.0196 -0.3606 0.1669
O 0.0093 -0.0073 0.0068
O -0.0118 0.0042 0.0011
O 0.1089 0.0612 -0.0152
O -0.0706 0.255 0.1764
O -0.0009 0.0157 0.0137
O -0.0001 -0.0005 0.0015
O 0.002 -0.0032 -0.003
O -0.0005 0.0029 -0.0024
O -0.0016 -0.001 -0.0052
O -0.0012 0.0003 0.0013
O 0.0007 -0.0018 -0.0041
O -0.0017 0.0007 -0.0007
O -0.0012 -0.0019 0.0002
Si -0.0025 0.0023 0.0033
Si 0 -0.001 0.0019
Si -0.0049 -0.003 -0.0065
Si 0.0061 0.0044 0.0055
Si 0.0081 -0.0181 0.0338
Si -0.0002 -0.0128 -0.0012
Si 0.0851 -0.0604 0.0219
Si 0.0026 0.0006 0.002
Si -0.0032 0.0017 0.0004
Si -0.0027 -0.0027 0.0017
Si -0.0518 -0.3417 -0.1113
Si -0.001 -0.0061 0.0034
Si -0.004 -0.0075 -0.002
Si -0.0019 0.0019 0.0049
Si -0.001 -0.0023 0.0052
Si -0.003 -0.0011 0.0008
Si -0.0018 -0.0034 0.0038
Si 0.0042 -0.0099 -0.0122
Si -0.0021 0.0019 0.0063
Si -0.0028 0.002 0.0066
Si 0.0015 -0.0002 0.0056
Si 0.0018 -0.0066 -0.0012
Si -0.0031 0.0008 0.0007
Si -0.0123 0.0016 -0.0034
Si 0.0057 -0.0255 -0.0067
Si 0.0011 -0.0001 0.0028
Si -0.0035 0.0018 0.0029
Si 0.0012 0.016 0.0121
Si -0.0027 0 0.0037
Si -0.0053 -0.0011 -0.0258
Si -0.0018 -0.0027 0.0036
Si -0.0018 0.0033 -0.0137
Si -0.0023 0.0029 0.0036
Si -0.0029 -0.0031 0.0109
Si -0.0006 -0.0004 0.0018
Si -0.0025 0.0012 0.002
Si 0.0007 -0.0038 0.0057
O -0.0006 -0.003 0.0008
O -0.0009 0.0024 -0.0005
O 0.0002 -0.0015 -0.0009
O 0.0027 0.0038 0.0054
O -0.0035 0.0012 0.0032
O -0.0015 -0.0013 0.0003
O 0.0007 -0.0031 0.027
O -0.0015 -0.0021 -0.0001
O -0.0012 -0.0044 -0.0052
O 0.0025 -0.0112 0.0012
O -0.0015 -0.0001 0.0013
O -0.0021 -0.0007 0.0013
O -0.0007 -0.0035 -0.0022
O -0.0007 -0.0001 -0.0035
O 0.0005 -0.0011 -0.0001
O 0.0011 -0.008 -0.0059
O -0.0031 -0.0045 0.0043
O 0.0018 -0.0036 -0.0038
O -0.0018 -0.0027 -0.0005
O -0.0002 -0.0013 0.0006
O -0.0007 -0.0002 0
O 0.0011 0.0003 -0.0012
O -0.001 -0.0028 0.0008
O 0.015 0.0041 -0.054
O -0.0047 -0.0012 0.0004
O -0.0056 -0.0003 -0.0051
O -0.003 -0.0028 -0.0019
O -0.0064 -0.0085 -0.0006
O -0.0005 -0.0013 0.0002
O -0.0025 0.0003 -0.0039
O -0.0016 0.0085 0.0014
O -0.0007 -0.0024 0.0008
O 0.0038 -0.0039 -0.0027
O 0.0001 0 -0.0044
O -0.0001 0.0015 -0.0029
O -0.0007 0 0.0008
O 0.0139 0.0145 -0.0082
O -0.0065 0.0021 -0.0063
O -0.0009 -0.0027 0.0001
O -0.0032 0.0021 -0.003
O 0.0026 0.0005 0.0033
O 0.001 -0.0007 0.0013
O 0.002 -0.001 -0.0011
O -0.0005 0.0005 -0.0004
O -0.0016 0.001 -0.0024
O -0.0008 -0.0021 -0.0001
O -0.003 0 0.0116
O -0.0054 0.0057 -0.0033
O -0.0014 0.0026 0.0016
O -0.0021 -0.0016 -0.0002
O -0.0004 -0.0003 0.0006
O 0.0002 0.0006 0.0018
O -0.0013 -0.0008 0.0002
O -0.0526 -0.005 0.2082
O 0.0002 -0.0014 0.0001
O -0.0052 0.001 0.0013
O -0.005 0.0093 0.0052
O 0.0025 -0.0005 0.0051
O -0.0124 0.031 -0.0029
O 0.0018 -0.0033 -0.0027
O 0.0024 -0.0027 -0.002
O -0.0057 0.0025 -0.0018
O -0.0054 -0.0036 -0.0056
O -0.0039 0.0031 -0.0043
O 0.0008 0.0027 -0.0006
O 0.0026 0.0052 0.0006

The program warned: the cutoff lies below the one the program advises for these potential files; the exchange-correlation potential is rough where the density is thin.
